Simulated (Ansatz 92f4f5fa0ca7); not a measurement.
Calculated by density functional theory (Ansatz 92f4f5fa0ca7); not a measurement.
Periodic cell of 220 atoms, Si132O88, from a study of silicon, its oxide and their interface. The atomic structure is a simulated model.
This geometry differs little from another in the collection (a relaxation step or a small displacement).

Settings
functional: r2SCAN
potential files: Ansatz PAW
basis: plane waves
wave-function cutoff: 800 eV
density cutoff ratio: 5
exchange-correlation grid ratio: 1
k mesh: 1 x 1 x 1, shifted by 0.5 0.5 0 of a step
self-consistency stop: 1e-10 eV per atom in the density residual
occupations: fixed
spin: none
net charge: 0

Cell vectors (angstrom)
a	10.888	0	0
b	0	10.888	0
c	0	0	31.7746

Atoms and the computed forces on them: element, x, y, z (angstrom), force x, y, z (eV/angstrom)
Si	1.6146	1.596	1.5162	0.0009	0.0002	-0.0028
Si	4.5023	-4.8172	-1.8403	0.0018	-0.0037	0.0069
Si	0.6878	5.4216	-0.3601	-0.0034	-0.0007	0.0034
Si	2.8062	7.9875	-0.0048	0.0018	-0.0001	0.0027
Si	5.8435	-0.34	0.0883	0.0001	-0.0016	0.0005
Si	7.4269	3.6673	-1.5348	0.0001	0.0031	0.001
Si	6.0405	5.1988	-0.3448	-0.0012	-0.0006	0.0008
Si	7.5521	8.7328	0.0861	0.0006	-0.0009	-0.002
Si	-0.6991	0.412	-0.0386	0.0025	-0.0011	-0.0013
Si	3.9465	3.7248	1.5679	-0.0014	-0.0009	-0.0026
Si	1.4159	6.7693	1.4052	0.0016	-0.0001	0.0007
Si	4.0924	9.5082	1.258	0.0014	0	0.0004
Si	6.8566	1.2839	1.4278	-0.0019	-0.0001	0.0008
Si	9.484	3.9365	1.3427	0.0022	-0.0001	0
Si	6.804	6.8018	1.2687	-0.0003	-0.0004	-0.0012
Si	9.3952	9.5836	1.3779	-0.0004	-0.0003	-0.0001
Si	0.0439	2.7857	2.7948	0.0017	-0.0004	-0.0006
Si	2.7544	-0.0597	2.7093	0.0014	-0.0033	-0.0006
Si	-0.0584	8.1404	2.6345	0	-0.0017	-0.0014
Si	2.7516	5.3944	2.7599	-0.0005	-0.0008	-0.0006
Si	5.5023	2.5971	2.8491	0.0016	-0.0019	-0.0008
Si	8.1406	-0.0368	2.8696	-0.0007	-0.0012	-0.0006
Si	5.3789	8.0868	2.6766	0.0011	-0.0026	-0.0006
Si	8.1806	5.4322	2.6465	0.0003	-0.0002	0.0004
Si	1.3931	4.0962	4.1767	-0.0001	-0.0012	0.0003
Si	4.1118	1.2443	4.1605	0.0004	-0.0008	0.0001
Si	1.3429	9.4814	4.0167	0.0011	-0.0007	0.0005
Si	4.0825	6.7613	4.0989	0.0029	0.0017	-0.0002
Si	6.8403	4.0801	4.0711	0.0006	-0.0023	0.0009
Si	9.5624	1.366	4.0984	0.0007	-0.0013	-0.0001
Si	6.748	9.4425	4.1111	-0.0004	-0.0016	-0.0012
Si	9.5281	6.7759	4.0531	0.0029	-0.0003	0.0001
Si	0.0386	-0.0075	5.4109	0.0013	-0.0006	-0.0002
Si	2.7664	2.6873	5.4726	-0.0008	-0.0018	0
Si	0.0031	5.4604	5.4762	0.0013	-0.001	0
Si	2.7072	8.1417	5.4119	0.0005	-0.0015	0.0005
Si	5.4395	-0.0924	5.5318	0.0022	-0.0018	0.0002
Si	8.1896	2.7118	5.4327	0.0002	-0.0004	0.0021
Si	5.4752	5.4311	5.4355	-0.0004	-0.0009	-0.0006
Si	8.1733	8.1294	5.4427	0.0022	-0.0006	-0.0005
Si	1.3863	1.3292	6.8069	0.0011	-0.0018	-0.0002
Si	4.1223	4.0854	6.8041	0.0005	-0.0013	0
Si	1.3634	6.8345	6.814	0.0026	0.0002	0.0004
Si	4.0541	9.4437	6.8501	0.0002	-0.0011	-0.0002
Si	6.8298	1.3455	6.7985	0.0007	-0.0014	-0.0002
Si	9.5248	4.065	6.7967	0.0019	-0.0022	-0.0001
Si	6.8191	6.7757	6.8124	0.0014	-0.0013	0
Si	9.5368	9.5609	6.7634	0.0023	-0.0015	-0.0007
Si	0.0232	2.7257	8.1328	0.0022	-0.0004	0.0007
Si	2.709	-0.0509	8.1812	0.001	-0.0007	-0.0005
Si	-0.0052	8.2207	8.134	0.0012	0.0005	-0.0003
Si	2.7615	5.4794	8.1458	-0.0002	-0.0017	-0.0004
Si	5.4864	2.7274	8.1492	-0.0002	-0.0017	0.0007
Si	8.2104	0.0285	8.1733	-0.0005	-0.0007	0.0013
Si	5.4752	8.1284	8.2019	0.0001	0.0003	0.0004
Si	8.1463	5.3876	8.1566	-0.0003	0.0009	0.0012
Si	1.3736	4.1237	9.4526	0.0023	-0.0008	0.0001
Si	4.1176	1.3392	9.4318	-0.0006	-0.0022	0
Si	1.3161	9.533	9.5876	0.0002	-0.0006	0.0004
Si	4.1246	6.7765	9.5852	-0.0005	-0.0006	0.0011
Si	6.806	4.0631	9.5903	0.001	-0.0021	0.0015
Si	9.5459	1.4362	9.5471	0.0023	-0.0024	0.0014
Si	6.8667	9.5196	9.5182	-0.0001	-0.0012	0.0001
Si	9.5048	6.8204	9.3923	0.0023	0.0001	0.0007
Si	-0.0788	0.031	10.938	0.0013	-0.0026	-0.001
Si	2.7209	2.6899	10.7123	0.0024	0.0004	0.0021
Si	0.0392	5.5962	10.7362	0	0.0012	0.0013
Si	2.7648	8.1889	10.8971	-0.001	-0.0012	0.0032
Si	5.5033	0.0411	10.8098	0.0012	0.0024	0.0027
Si	8.3494	2.9282	10.9658	0.0001	-0.0046	0.0032
Si	5.4129	5.3572	11.0016	-0.0003	-0.0017	0.0005
Si	8.1656	8.0501	10.8416	0.0008	-0.0008	0.0005
Si	1.3548	1.4599	12.1567	0.002	-0.0007	-0.0008
Si	2.2163	4.9029	13.3632	0.0006	-0.0007	0.0036
Si	1.4057	6.7943	12.1921	0.0005	0.0004	-0.001
Si	4.1189	9.6545	12.1313	0.0002	-0.0018	0.0028
Si	6.5265	1.082	12.7033	0.0053	-0.0009	-0.0049
Si	8.2544	5.701	13.8	0.0002	-0.0011	0.001
Si	5.6695	8.5039	13.4797	-0.0026	0.0011	0.0002
Si	9.4542	9.4418	12.213	0.0001	-0.0001	0.0012
Si	-0.5611	2.9405	15.4601	0.0001	-0.0036	0.0003
Si	3.1173	0.5263	13.3835	0.0039	-0.0015	0.0019
Si	-1.2762	7.2463	15.0276	0.0022	-0.0019	0.0056
Si	4.0169	3.8866	12.2449	-0.0003	-0.0027	-0.0004
Si	4.7667	2.221	13.835	-0.0014	0.0019	-0.0005
Si	10.8712	0.7966	16.39	-0.0008	-0.0018	-0.0042
Si	4.531	8.1072	15.5549	-0.0038	-0.0032	-0.0026
Si	9.6202	4.4237	12.2396	0.003	-0.0009	-0.0009
Si	0.4359	3.2702	13.3515	-0.001	0.0003	0.005
Si	2.2936	-0.7117	15.1097	0.0013	-0.0018	-0.0005
Si	6.5747	8.9612	17.6332	0.0035	-0.004	-0.0003
Si	8.6705	9.5055	15.5321	-0.0002	-0.0019	0.0009
Si	7.5511	4.2518	15.6487	0.0003	-0.0032	0.0003
Si	7.5466	-0.8673	13.5658	0.0015	0.0058	0.0004
Si	6.7593	6.7806	12.3144	0.0007	-0.0001	0.0014
Si	11.057	8.2475	13.5356	0.0036	-0.0009	-0.0006
Si	27.3819	-41.0699	23.9094	-0.0007	-0.0004	0.0012
Si	8.7853	15.5578	18.5487	-0.0042	-0.0001	-0.0057
Si	3.3182	4.4614	22.678	-0.0003	0.0009	0.0009
Si	13.5793	-7.293	29.8433	0.0021	0.0021	0.0027
Si	13.2382	-4.8929	26.8447	-0.0014	-0.0004	0.0035
Si	4.7416	10.8521	19.3479	0.0009	-0.0012	-0.004
Si	-27.6202	8.2469	27.6081	0.0007	-0.0002	0.0033
Si	5.4047	5.8877	26.1188	0.0006	-0.0011	0.0017
Si	15.9262	12.5593	29.5636	0.0013	-0.0016	0.0041
Si	16.4397	-5.5766	20.9563	-0.0004	-0.0013	-0.0002
Si	11.0683	4.8769	16.6545	0.0003	0.0035	-0.0021
Si	2.2689	-0.3036	20.6201	-0.0023	-0.0017	0.0002
Si	3.0933	-0.9233	25.8947	-0.0012	-0.0013	0.0016
Si	7.964	16.2838	27.6656	-0.001	-0.0016	0.0031
Si	8.74	2.5645	23.4192	0.0005	-0.0007	0.0007
Si	8.4148	-30.3723	20.6098	0.0002	0.002	-0.0009
Si	1.3488	-26.2624	24.2285	-0.0026	-0.0004	0.0012
Si	4.423	-31.0004	26.4902	0.0017	0	0.0012
Si	-4.673	11.3189	21.8613	0.0001	-0.0005	-0.0006
Si	21.0801	-11.8333	28.8441	-0.0008	-0.0003	0.003
Si	48.19	-7.8039	18.9498	-0.0004	0.0038	-0.0041
Si	12.5921	3.0882	27.0919	-0.0009	0	0.0003
Si	10.7983	-20.7684	19.5596	-0.0025	-0.0012	-0.003
Si	-14.2157	18.0579	19.944	0.0027	0.0038	-0.0027
Si	-30.5052	13.5183	20.5941	-0.0016	0.0036	-0.0008
Si	12.6475	-1.6886	23.2232	0.001	-0.0005	0.0011
Si	18.5741	8.43	28.7105	0.0009	0.0013	0.0049
Si	9.9403	-11.2447	23.9394	0.0001	0.0005	0.0016
Si	-4.0249	6.034	23.5418	0.0001	-0.0006	0.002
Si	7.8535	19.605	22.6119	0.0014	0.0006	0.0012
Si	1.1882	18.466	29.3324	-0.0002	0.001	0.0028
Si	20.3645	4.9607	24.9784	0.0013	-0.0001	0.0012
Si	13.9506	-5.6512	15.5117	-0.0003	-0.0043	-0.0002
Si	0.3431	-21.2595	26.5402	-0.0019	-0.0007	0.0028
Si	26.8305	-18.0295	15.7902	-0.0016	0.0021	-0.0026
Si	19.4212	2.2396	31.8332	0.0017	-0.0015	-0.0017
O	-2.7289	4.4487	-2.7943	0.0005	-0.0005	-0.0025
O	-8.0489	2.6031	1.0838	-0.0013	-0.0021	0.0009
O	1.8643	-3.9168	-6.1188	-0.0009	-0.0008	-0.0016
O	5.3927	0.3288	-1.3662	0.0002	0.0005	-0.0021
O	9.1212	-23.4888	-8.2338	-0.0023	0	0.0001
O	19.6287	-1.3309	-3.4992	0	-0.0008	-0.0001
O	22.3933	2.1111	-5.3804	0.0008	-0.0012	0
O	-3.1941	2.1305	-19.5263	-0.0024	-0.0056	0.0008
O	1.2069	-14.1038	-8.5384	-0.0008	-0.0003	0.0002
O	43.2822	-9.972	-13.8008	0.0013	0	0.0082
O	20.7904	-32.9994	-16.0257	0.0003	-0.001	-0.0004
O	15.593	-3.7162	-3.0014	0.0001	-0.0006	-0.0014
O	12.5647	13.9252	-3.0681	0.0004	-0.0016	-0.0029
O	14.5881	6.7597	-0.6035	0.0015	-0.0024	-0.0022
O	11.6171	10.6181	20.1205	-0.0011	0.0052	-0.0004
O	10.4648	-4.5899	16.0994	0.0018	-0.0023	-0.0002
O	14.6245	-1.8548	27.0742	-0.001	0.0002	-0.0003
O	33.9354	-1.7626	14.4051	-0.0026	-0.0002	0.0003
O	18.0581	13.7434	23.7104	-0.0008	-0.0013	-0.0008
O	3.5074	9.3555	15.8462	0.001	-0.0011	-0.0002
O	21.5927	11.221	28.0385	0.0001	0.0001	-0.001
O	-16.8882	1.3061	27.9915	-0.0006	0.0004	-0.0028
O	3.64	-6.0718	29.3235	-0.0006	-0.0007	0.0009
O	16.9134	6.6544	20.1853	0.0001	0.0004	0.0002
O	14.5092	-4.1216	15.6349	0.0018	0.0013	0.0008
O	24.9217	2.6322	26.5548	-0.001	-0.0008	0.0002
O	17.5306	5.2014	22.1627	-0.0003	0.0021	0.0004
O	34.8635	3.6249	21.8548	-0.0015	0.0005	0.0005
O	5.4188	11.9731	23.1052	0.0016	0	-0.0019
O	9.1908	33.6586	23.4285	-0.0008	-0.0006	0.0009
O	-9.4255	4.6409	26.7179	0.0004	-0.0011	0.0004
O	-8.2137	12.0766	21.1423	-0.0014	0.0007	-0.0001
O	10.3709	-6.1979	18.138	-0.0009	0.0004	-0.0005
O	11.2912	-26.2623	30.1376	0.002	-0.0011	0
O	4.8792	3.4592	17.4064	0.0006	-0.0009	0.0037
O	16.4227	4.0374	19.9355	0.0007	0.0021	0.0019
O	16.5519	-16.1652	24.5493	-0.0013	-0.0005	0
O	23.799	8.4908	30.4048	-0.0015	-0.0016	-0.0024
O	26.7647	12.409	19.0383	0.0006	-0.0024	0.0028
O	8.6334	13.8902	15.4304	0.0023	0.0003	0.0014
O	2.4566	-34.0557	21.7918	0.0003	0.0005	0.0007
O	14.7813	-16.2201	26.5793	-0.0008	0.0009	-0.001
O	7.6452	9.7734	16.758	-0.0015	-0.0022	0.0011
O	2.8435	-1.5603	24.4286	-0.0006	-0.0006	0.0002
O	11.4454	10.294	23.3623	-0.0008	-0.001	0.0018
O	12.723	-27.6805	16.6233	-0.0031	0.001	-0.0013
O	-8.8198	6.8148	28.2097	0.0009	-0.0015	-0.0018
O	11.7114	-20.7679	31.9603	-0.0018	-0.0015	0.0011
O	18.3537	19.0501	18.6926	-0.0065	0.0047	0.004
O	25.4502	13.224	30.1586	0.0006	-0.0008	-0.0011
O	10.815	5.6988	24.4822	-0.0003	0.0007	-0.0005
O	9.0199	-7.8153	21.8992	-0.0016	-0.0008	-0.0014
O	6.4954	-5.8028	27.0191	-0.0009	0.0003	-0.0011
O	4.4333	-18.3066	23.3372	-0.0002	0.0003	-0.0001
O	8.3789	3.3026	19.3396	-0.0014	-0.0001	0.0045
O	8.2796	16.5424	24.165	-0.0013	0.0003	-0.0001
O	21.0167	-0.0962	25.5305	0.0018	0.0004	-0.0008
O	-5.4006	-19.3801	25.5249	-0.0034	-0.0018	-0.0008
O	8.2166	-2.9169	21.2016	-0.002	-0.001	0
O	29.6605	4.8013	17.1809	0.0029	-0.0003	0.0045
O	-6.7706	-21.4808	25.7036	-0.0009	0.0004	0.0012
O	16.5455	-2.9083	16.7267	0.0031	0.0049	0.004
O	5.6353	-3.4145	26.319	-0.001	-0.0011	0.0002
O	11.5717	2.3818	19.9785	-0.0004	-0.0011	0.0005
O	9.1384	-5.7948	26.5707	-0.0017	-0.0004	-0.0008
O	21.0529	4.7595	31.8455	0.0009	0	-0.0028
O	-3.7483	-33.4264	22.377	-0.0011	0.0003	0.0005
O	6.2486	-19.0433	29.6106	-0.0017	-0.0028	-0.0003
O	18.8831	6.9727	28.0669	0.0006	-0.0015	-0.001
O	23.5163	26.0058	31.0043	0.0017	-0.0014	-0.0015
O	13.3596	-16.4303	23.7232	-0.0009	-0.0004	0.0004
O	5.2027	10.5832	20.8615	0.0015	0.0001	-0.0033
O	-1.3133	-7.4824	24.5156	-0.0023	0.0005	-0.0006
O	7.0121	1.6076	21.0612	-0.0012	-0.0009	0.0008
O	-6.7957	16.3385	21.6388	-0.0006	0.0003	0.0007
O	-2.3941	5.9151	19.5382	-0.0039	0.0029	0.0007
O	-4.6191	-1.8049	28.239	-0.0004	-0.0018	-0.001
O	14.0945	10.3273	19.3165	-0.0001	0	0.0011
O	4.8212	4.231	32.0569	-0.0003	0.0016	-0.001
O	31.1148	1.0228	20.222	0.0021	0.0031	-0.0008
O	1.698	10.5455	26.4319	-0.0011	0.0006	0.0001
O	-10.6964	-2.2768	28.6192	0.0005	-0.0008	0.0008
O	-9.3824	-10.6504	16.1812	0.0005	-0.0012	0.0012
O	-16.1722	31.804	18.3031	-0.0036	0.0037	-0.0013
O	3.0912	-18.5427	19.4097	-0.0009	0.0005	0.0016
O	-0.7187	-11.3497	30.3695	0.0002	0.0005	-0.0007
O	-3.0929	19.1222	30.3108	-0.0002	0.0005	0.0009
O	6.8794	-14.1272	23.3529	-0.0005	0.0001	0.0006

Results
free energy: -134619.267 eV
free energy less fixed offsets of O -570.45, Si -639.56 eV per atom: 2.253 eV

The program warned: the cutoff lies below the one the program advises for these potential files; the forces do not sum to zero within the program's tolerance; empty levels may hold ghost states of the PAW files; the exchange-correlation potential is rough where the density is thin.
